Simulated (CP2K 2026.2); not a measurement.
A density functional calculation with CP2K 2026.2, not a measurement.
Periodic cell of 534 atoms, Si358O176, from a study of silicon, its oxide and their interface. The atomic structure is a simulated model.
Doubt: the forces sum to 1.58 eV/angstrom along one axis rather than to zero, so they err by at least 0.0029 eV/angstrom per atom on average; the grid cutoff is modest.

Settings: functional PBE; method Gaussian and plane waves; basis set DZVP-MOLOPT-SR-GTH; pseudopotentials GTH-PBE; grid cutoff 400 Ry, relative cutoff 50 Ry; k points Gamma only; occupations fixed; spin none; net charge 0.

Cell vectors (angstrom)
a 16.4025 0 0
b 0 16.4025 0
c 0 0 35.6192

Atoms and the computed forces on them: element, x, y, z (angstrom), force x, y, z (eV/angstrom)
Si 0.029 -0.056 0.31 0.012 -0.252 0.393
Si 2.752 2.31 -0.344 -0.119 0.247 0.14
Si -0.624 6.248 0.106 0.164 -0.316 -0.116
Si 2.862 8.142 -0.015 -0.209 -0.155 -0.299
Si -0.083 11.521 -0.057 -0.325 -0.222 0.211
Si 2.294 14.14 0.174 -0.207 0.584 -0.123
Si 5.218 0.339 0.041 0.089 0.077 0.052
Si 8.355 2.472 0.09 -0.339 -0.173 -0.428
Si 5.272 6.132 -0.278 -0.119 0.087 0.277
Si 7.842 8.431 -0.139 0.067 -0.147 0.22
Si 5.647 10.701 -0.017 0.09 0.096 -0.122
Si 8.101 13.559 -0.28 0.069 -0.054 0.231
Si 10.667 0.278 0.012 0.024 0.034 -0.523
Si 14.203 2.236 -0.13 0.027 -0.776 0.069
Si 11.416 6.036 -0.383 -0.251 0.089 0.381
Si 14.01 7.772 0.232 0.013 0.481 0.301
Si 10.772 11.811 -0.401 -0.042 0.119 0.302
Si 13.919 13.6 -0.027 0.053 0.085 0.048
Si 1.511 1.257 1.466 -0.097 -0.105 -0.384
Si 3.686 3.892 1.245 0.238 0.222 -0.142
Si 1.251 6.955 1.364 0.036 0.029 0.104
Si 4.023 9.647 1.358 0.084 0.07 -0.092
Si 1.288 12.538 1.501 -0.102 -0.069 0.062
Si 4.077 15.123 1.356 0.028 0.124 -0.024
Si 6.73 1.443 1.445 0.072 0.016 0
Si 9.444 4.247 1.151 0.323 0.188 -0.21
Si 6.701 6.983 1.341 0.09 -0.066 -0.168
Si 9.424 9.501 1.247 0.017 0.063 -0.083
Si 6.845 12.279 1.275 -0.156 -0.034 -0.065
Si 9.373 15.09 1.189 -0.111 -0.048 -0.155
Si 12.354 1.387 1.237 0.181 0.121 0.002
Si 14.96 4.217 1.017 0.055 0.681 -0.181
Si 12.337 6.885 1.56 -0.167 -0.236 -0.009
Si 14.87 9.461 1.552 0.005 -0.251 0.051
Si 12.203 12.598 1.271 0.018 -0.087 -0.058
Si 14.99 15.045 1.525 -0.214 -0.138 -0.425
Si 0.274 2.656 2.859 0.306 -0.168 0.025
Si 2.818 -0.016 2.877 0.245 -0.105 -0.026
Si -0.018 8.251 2.891 -0.083 -0.068 0.145
Si 2.565 5.454 2.689 0.007 -0.05 -0.016
Si -0.1 13.723 2.924 -0.045 -0.035 0.164
Si 2.677 11.044 2.72 -0.05 -0.075 -0.069
Si 5.315 2.817 2.71 -0.104 -0.004 0.065
Si 8.115 0.005 2.695 -0.032 0.175 0.161
Si 5.372 8.295 2.755 0.062 0.003 0.208
Si 8.104 5.521 2.618 -0.152 0.207 0.089
Si 5.452 13.672 2.644 0.03 -0.046 -0.151
Si 8.184 10.95 2.693 0.071 -0.019 0.075
Si 10.968 2.886 2.545 -0.029 0.001 -0.017
Si 13.57 0.037 2.743 -0.102 0.005 0.163
Si 10.854 8.27 2.711 -0.042 0.029 0.047
Si 13.676 5.403 2.759 0.201 -0.347 0.013
Si 10.801 13.825 2.671 -0.004 0.058 0.049
Si 13.494 11.035 2.657 0.03 0.143 -0.065
Si 1.405 4.128 4.268 -0.003 0.01 0.003
Si 4.129 1.423 4.195 -0.118 -0.099 -0.024
Si 1.354 9.666 4.157 -0.096 -0.003 -0.064
Si 4.012 6.84 4.062 0.013 -0.008 -0.212
Si 1.34 15.092 4.207 -0.039 -0.058 -0.082
Si 4.087 12.358 4.077 -0.033 0.038 0.044
Si 6.753 4.177 4.038 -0.097 -0.055 0.003
Si 9.555 1.457 3.966 -0.089 -0.007 -0.15
Si 6.796 9.631 4.114 -0.079 -0.078 -0.138
Si 9.485 6.865 4.048 0.018 -0.058 -0.094
Si 6.789 15.029 4.082 0.073 0.043 -0.049
Si 9.54 12.354 4.063 -0.016 -0.066 -0.139
Si 12.271 4.097 4.114 -0.019 0.101 -0.078
Si 14.988 1.416 4.072 0.059 0.143 -0.234
Si 12.221 9.634 4.09 -0.029 -0.041 -0.052
Si 15.041 6.797 4.161 0.026 -0.098 -0.105
Si 12.19 15.11 4.118 -0.026 0.054 -0.077
Si 14.89 12.301 4.154 0.049 0.109 -0.166
Si -0.003 0.02 10.938 0.028 -0.046 0
Si 2.74 2.753 10.947 -0.001 0.004 0.011
Si -0.02 5.495 10.944 -0.011 -0.026 -0.001
Si 2.721 8.231 10.96 0 -0.038 -0.002
Si -0.033 10.96 10.934 0.023 0.026 0.011
Si 2.731 13.7 10.933 -0.023 -0.036 -0.002
Si 5.459 0.028 10.949 -0.021 0.012 -0.004
Si 8.197 2.756 10.97 0.007 0.01 0.017
Si 5.472 5.488 10.955 0.005 -0.016 0.004
Si 8.18 8.202 10.946 0.019 0.009 -0.004
Si 5.456 10.951 10.952 -0.015 -0.019 -0.013
Si 8.183 13.669 10.96 0.022 -0.004 -0.004
Si 10.91 0.023 10.955 0.01 0.007 -0.01
Si 13.638 2.763 10.932 0 -0.024 -0.007
Si 10.898 5.491 10.934 0.029 -0.005 -0.003
Si 13.627 8.215 10.936 0.002 0.038 0.004
Si 10.904 10.943 10.941 0.027 0.007 -0.005
Si 13.649 13.685 10.933 -0.008 -0.007 -0.003
Si 1.383 1.367 12.31 -0.02 0.036 0.006
Si 4.112 4.116 12.317 -0.02 0 -0.019
Si 1.351 6.855 12.315 0.047 0.048 0.018
Si 4.1 9.587 12.327 0.007 0.051 0.006
Si 1.361 12.325 12.274 -0.009 0.025 -0.021
Si 4.095 15.065 12.315 0.033 0.014 0.008
Si 6.828 1.377 12.328 -0.038 -0.03 -0.019
Si 9.561 4.132 12.333 0.004 0.003 0.014
Si 6.842 6.831 12.341 -0.051 -0.014 0.001
Si 9.539 9.569 12.313 -0.01 -0.025 -0.006
Si 6.831 12.289 12.338 -0.022 0.034 0.031
Si 9.565 15.026 12.316 -0.013 -0.001 -0.01
Si 12.276 1.403 12.306 0.047 0.004 0.002
Si 15.019 4.117 12.298 0.038 0.053 0.024
Si 12.269 6.841 12.306 -0.035 -0.041 -0.007
Si 14.997 9.586 12.297 -0.006 -0.066 -0.005
Si 12.295 12.3 12.293 -0.001 0.002 -0.003
Si 15.035 15.05 12.289 -0.005 0.011 0.009
Si 0.001 2.739 13.642 0.046 -0.043 -0.029
Si 2.757 0.029 13.721 -0.015 -0.028 0.064
Si -0.047 8.214 13.661 -0.023 0.056 0.025
Si 2.745 5.49 13.669 -0.034 -0.05 0.009
Si 0.029 13.702 13.647 0.069 -0.098 0.027
Si 2.704 10.962 13.653 0.023 -0.016 0.003
Si 5.47 2.75 13.702 0.002 0.046 0.005
Si 8.198 -0.013 13.672 0.019 -0.02 0.006
Si 5.484 8.219 13.688 -0.004 -0.075 0.027
Si 8.197 5.464 13.739 0.054 -0.006 0.016
Si 5.46 13.685 13.666 -0.033 0.013 -0.015
Si 8.18 10.894 13.729 -0.008 0.013 0.031
Si 10.937 2.778 13.698 -0.036 -0.005 0.037
Si 13.654 0.017 13.629 -0.002 0.007 -0.025
Si 10.9 8.2 13.673 0.056 0.053 0.015
Si 13.642 5.472 13.668 -0.02 -0.025 0.005
Si 10.927 13.633 13.672 0.01 0.006 -0.011
Si 13.655 10.954 13.684 -0.041 0.04 0.049
Si 1.403 4.074 14.999 -0.027 0.115 -0.074
Si 4.146 1.395 15.112 0.029 -0.037 0.064
Si 1.31 9.609 15.003 0.022 -0.071 0.031
Si 4.106 6.867 15.04 0 0.179 0.013
Si 1.374 15.05 15.071 -0.066 0.008 0.044
Si 4.067 12.335 15.005 0.073 0.007 -0.045
Si 6.841 4.067 15.107 -0.062 -0.024 0.079
Si 9.552 1.382 15.009 0.011 -0.009 -0.012
Si 6.835 9.513 15.146 -0.072 0.003 0.062
Si 9.565 6.855 15.096 -0.104 -0.075 0.035
Si 6.861 14.999 15.049 -0.033 0.011 0.061
Si 9.596 12.237 15.069 0.068 0.065 0.092
Si 12.317 4.124 15.099 0.1 0.088 0.037
Si 15.013 1.386 14.989 0.011 0.033 0.084
Si 12.265 9.567 15.028 -0.068 -0.078 0.064
Si 15.002 6.829 15.033 0.055 0.02 -0.002
Si 12.317 15.02 14.975 0.013 0.006 0.015
Si 15.091 12.322 15.005 0.017 0.073 0.025
Si -0.05 0.041 16.377 0.098 -0.072 0.068
Si 2.747 2.785 16.457 -0.063 0.081 0.17
Si -0.031 5.379 16.314 -0.029 0.036 0.088
Si 2.635 8.207 16.343 0.118 0.085 0.048
Si 0.026 10.993 16.446 -0.016 -0.031 0.112
Si 2.77 13.687 16.44 0.031 0.003 0.086
Si 5.585 0.011 16.445 0.105 -0.052 0.038
Si 8.225 2.665 16.48 0.048 0.057 0.188
Si 5.492 5.526 16.416 0.082 -0.064 -0.028
Si 8.233 8.147 16.591 0.083 0.027 0.038
Si 5.361 10.93 16.362 -0.102 0.053 0.074
Si 8.206 13.577 16.418 -0.049 -0.031 0.18
Si 10.924 -0.026 16.292 0.092 0.041 0.073
Si 13.685 2.699 16.442 0.031 -0.091 0.117
Si 10.979 5.55 16.46 0.032 -0.007 0.142
Si 13.66 8.249 16.387 -0.008 0.114 0.049
Si 10.929 10.857 16.497 0.061 0.01 0.088
Si 13.763 13.734 16.325 -0.081 0.048 0.124
Si 1.312 1.391 17.741 -0.085 0.045 -0.154
Si 4.056 4.307 17.801 0.109 0.026 -0.182
Si 1.286 6.759 17.645 0.124 -0.062 -0.069
Si 3.85 9.686 17.723 -0.023 0.044 -0.16
Si 1.347 12.419 17.86 0.096 0.076 0.067
Si 4.206 15.061 17.761 0.031 -0.061 -0.196
Si 7.073 1.136 17.979 -0.333 0.373 0.136
Si 9.641 4.087 17.751 -0.203 0.111 -0.207
Si 6.846 6.752 17.956 -0.061 -0.192 0.191
Si 9.59 9.501 18.05 0.12 0.166 -0.015
Si 6.8 12.142 17.766 -0.119 -0.031 -0.243
Si 9.65 14.994 17.685 -0.108 0.079 -0.037
Si 12.263 1.258 17.729 0.163 0.025 -0.043
Si 15.108 4.051 17.815 0.081 -0.152 0.007
Si 12.329 6.997 17.871 -0.011 0.154 0.032
Si 15.042 9.582 17.778 -0.221 -0.015 0.049
Si 12.516 12.249 17.619 0.278 -0.033 -0.183
Si 14.962 15.17 17.824 -0.229 0.044 0.063
Si -0.027 2.578 19.312 -0.094 0.153 0.25
Si 2.859 0.149 18.947 -0.032 0.03 0.14
Si -0.139 7.98 18.974 -0.108 -0.07 0.172
Si 2.705 5.636 19.156 -0.126 0.462 0.372
Si 0.045 13.945 19.142 0.234 0.086 0.28
Si 2.417 10.914 19.35 -0.013 -0.048 0.161
Si 5.953 2.454 19.63 0.456 -0.635 -0.095
Si 8.443 -0.323 19.396 0.267 -0.124 0.318
Si 5.185 8.238 18.917 0.043 0.276 -0.187
Si 8.386 5.233 19.342 0.265 0.189 -0.135
Si 5.637 13.7 19.07 0.147 -0.111 0.378
Si 7.872 10.621 19.295 -0.192 0.089 0.4
Si 10.977 2.668 19.024 0.077 -0.263 0.266
Si 13.459 0.003 19.328 0.04 -0.228 0.355
Si 11.265 8.518 19.538 -0.172 -0.436 -0.022
Si 13.656 5.451 19.027 0.204 0.005 0.389
Si 11.121 13.612 18.803 0.326 -0.308 -0.023
Si 13.904 11.116 19.219 0.119 0.243 -0.281
Si 1.574 3.306 20.954 -0.026 0.025 -0.163
Si 4.072 1.37 20.532 -0.225 -0.112 0.075
Si 0.966 9.32 20.451 -0.135 -0.289 -0.373
Si 3.5 7.483 20.333 -0.26 -0.522 0.166
Si 1.462 15.417 20.405 0.126 -0.044 -0.157
Si 3.973 11.723 20.962 0.014 -0.303 -0.041
Si 7.95 3.294 20.701 -0.557 -0.05 0.102
Si 9.974 1.834 21.025 0.236 0.164 -0.242
Si 6.149 9.494 20.583 0.19 -0.428 -0.39
Si 10.035 5.976 20.962 -0.079 -0.332 -0.195
Si 7.416 14.253 20.534 0.099 0.149 -0.224
Si 8.843 12.368 20.436 -0.2 -0.194 -0.088
Si 12.371 3.983 20.267 0.315 0.193 -0.218
Si 14.535 1.701 20.651 -0.266 0.095 -0.215
Si 12.63 10.132 20.871 0.02 0.167 -0.125
Si 15.059 6.571 20.508 -0.037 -0.35 -0.33
Si 12.438 14.425 20.516 -0.172 0.687 -0.431
Si 15.131 12.727 20.64 0.149 0.19 -0.063
Si -0.121 -2.832 23.362 -0.061 -0.13 0.297
Si 7.077 2.713 26.986 -0.1 -0.014 0.113
Si -0.24 4.682 22.883 -0.039 0.247 0.12
Si 4.928 7.419 22.119 0.115 -0.159 -0.037
Si -3.222 15.709 25.397 0.041 0.012 0.262
Si 2.825 13.803 22.681 -0.113 0.113 0.2
Si 9.579 -2.814 24.691 -0.176 0.048 0.198
Si 8.381 4.868 23.153 -0.317 -0.017 0.444
Si 3.794 7.534 24.842 -0.04 -0.184 0.012
Si 11.166 4.711 29.551 0.002 -0.062 -0.22
Si 5.694 5.349 24.032 -0.213 0.053 0.171
Si 7.198 14.167 22.923 0 0.014 0.36
Si 11.714 1.463 23.847 -0.061 0.013 0.413
Si 16.171 0.15 22.735 0.104 -0.091 0.162
Si 13.26 5.111 27.46 0.02 -0.027 -0.053
Si 14.518 9.146 21.95 0.018 -0.065 -0.037
Si 10.96 12.512 22.38 -0.144 0.338 0.292
Si 13.928 9.896 24.964 -0.108 0.315 0.334
Si 0.613 -1.931 31.698 -0.062 0.031 -0.155
Si 5.143 5.005 27.958 0.065 -0.09 0.088
Si -0.455 9.325 27.34 0.182 0.088 0.28
Si 4.778 7.973 28.424 0.098 0.007 0.193
Si -0.481 17.296 25.632 -0.017 -0.059 0.356
Si 1.628 17.365 28.14 -0.088 -0.085 0.006
Si 4.833 -0.296 23.052 0.06 0.01 0.347
Si 6.817 9.855 26.959 -0.02 0.133 0.073
Si 8.004 11.952 28.995 -0.116 0.058 0.027
Si 8.321 16.585 28.292 0 -0.038 -0.054
Si 13.268 11.922 30.513 0.068 0.128 -0.247
Si 9.754 3.17 25.247 -0.106 -0.161 0.265
Si 11.368 10.087 26.587 -0.126 0.208 0.103
Si 9.137 8.162 26.669 -0.063 0.06 0.03
Si 16.052 6.441 28.053 0.248 -0.082 0.05
Si 14.136 19.73 24.888 -0.031 -0.059 0.25
Si 21.238 18.752 24.882 0.073 0.09 0.189
Si 1.175 5.744 25.394 0.179 -0.064 0.148
Si 2.746 3.388 26.613 0.07 0.06 0.044
Si 2.683 9.368 26.967 -0.042 -0.067 0.094
Si 4.278 6.143 30.538 0.007 0.045 0.092
Si 1.444 17.025 30.493 0.129 0.092 -0.28
Si 2.19 12.031 28.3 -0.007 0.043 -0.075
Si 3.395 -1.117 31.63 0.082 0.152 -0.195
Si 10.57 5.614 26.884 -0.035 0.052 -0.084
Si 6.93 12.367 25.254 0.133 0.068 0.064
Si 6.39 5.503 32.531 -0.221 -0.091 -0.425
Si 11.04 12.63 28.289 -0.041 0.094 -0.047
Si 3.466 14.784 28.565 -0.024 0.028 -0.089
Si 10.946 2.997 31.829 -0.556 -0.629 -0.157
Si 22.8 -2.202 27.672 0.109 -0.066 0.058
Si 10.696 8.772 29.057 -0.053 0.112 -0.013
Si 11.24 6.554 31.079 -0.183 -0.183 -0.538
Si 10.83 15.401 27.019 -0.095 0.059 0.154
Si 14.393 12.854 25.589 -0.025 0.16 0.358
Si -0.45 5.26 32.935 0.292 0.021 -0.319
Si 11.404 -0.054 32.572 -0.186 -0.05 -0.414
Si -0.948 11.469 28.229 -0.011 -0.024 -0.076
Si 1.312 5.448 30.572 0.124 0.014 0
Si 1.857 10.346 33.612 0.691 0.44 -0.058
Si 2.145 11.826 31.297 -0.117 -0.008 -0.478
Si 8.052 2.951 32.751 0.02 -0.167 -0.341
Si 8.465 0.009 31.486 0.194 0.19 -0.059
Si 9.062 10.389 31.124 -0.124 0.025 -0.141
Si 8.518 7.622 32.46 -0.21 0.097 -0.409
Si 6.255 15.127 33.243 -0.016 0.132 -0.301
Si 11.541 10.621 32.671 -0.084 0.006 -0.412
Si 13.179 4.148 33.499 0.167 -0.017 -0.205
Si 12.063 7.645 33.588 0.401 0.328 -0.013
Si 17.734 2.969 32.385 0 0.06 -0.252
Si 13.887 14.417 32.489 0.085 0.091 -0.222
Si 19.937 11.947 33.78 -0.587 -0.686 -0.324
O 1.084 -1.196 35.177 0.168 -0.158 0.389
O -1.027 1.033 35.15 -0.142 0.451 0.081
O 4.613 4.726 35.782 -0.147 0.01 -0.05
O 4.027 1.296 35.026 0.163 0.05 0.227
O 0.024 6.165 34.187 -0.182 0.076 0.079
O 2.348 2.669 33.653 0.169 -0.066 0.584
O 2.092 8.887 34.315 -0.161 -0.298 -0.042
O 4.897 7.585 30.02 0.161 -0.041 -0.169
O -0.374 10.013 36.118 0.105 0.345 -0.095
O 3.446 12.365 32.163 0.086 0.388 0.278
O 1.692 10.371 31.948 0.045 0.013 0.269
O 3.109 13.246 34.674 0.146 0.338 -0.2
O 7.307 -0.971 32.048 -0.273 -0.356 0.326
O 6.124 -0.086 34.345 0.154 0.096 0.174
O 9.506 1.388 35.171 0.199 0.123 0.42
O 7.572 2.874 34.301 -0.241 -0.042 0.277
O 4.06 7.185 34.91 -0.073 0.074 0.153
O 6.273 5.71 34.128 0.217 0.152 0.205
O 9.947 5.327 35.527 -0.244 -0.377 0.408
O 8.348 9.08 31.752 0.129 0.04 0.087
O 6.713 9.559 35.003 -0.021 0.222 0.123
O 5.009 11.41 34.233 0.221 -0.059 -0.033
O 9.444 12.723 34.771 -0.037 -0.249 0.256
O 6.977 13.905 34.117 0.201 -0.12 0.443
O 11.342 -0.215 34.189 -0.177 -0.18 0.658
O 12.774 -0.82 32.056 0.152 0.043 0.336
O 13.651 2.664 33.991 -0.011 0.05 -0.274
O 8.501 7.787 34.089 0.266 0.089 0.265
O 12.523 4.851 34.825 0.096 -0.208 -0.192
O 16.458 3.696 37.174 -0.445 -0.031 0.521
O 13.472 8.151 34.315 -0.263 -0.328 -0.308
O 11.81 11.587 33.957 0.066 -0.124 0.181
O 10.286 10.323 35.697 -0.102 0.052 0.056
O 14.906 12.304 35.322 0.374 -0.113 -0.075
O 13.573 14.15 34.066 -0.116 0.03 0.468
O 2.071 4.779 20.433 -0.322 -0.375 0.118
O 2.935 2.382 21.234 0.116 -0.022 -0.072
O 4.811 1.112 23.851 0.067 -0.01 -0.199
O 4.59 0.127 21.501 0.032 0.02 -0.086
O 2.218 8.382 21.019 0.386 -0.318 0.044
O -0.296 9.581 21.565 -0.058 0.316 0.028
O 5.009 6.431 25.058 0.003 -0.105 0.086
O 5.092 3.678 18.934 0.021 0.413 0.072
O 2.369 14.303 21.202 0.181 -0.241 -0.201
O 0.918 16.504 21.566 0.016 -0.138 -0.244
O 5.098 10.555 21.288 -0.321 0.618 -0.234
O 3.513 12.337 22.429 0.235 -0.146 -0.06
O 7.769 10.72 27.957 0.319 0.104 -0.121
O 7.464 3.979 22.134 -0.071 0.037 0.185
O 4.654 -3.447 20.166 0.128 0.108 0.054
O 9.441 0.327 20.611 -0.632 -0.429 -0.27
O 6.314 8.318 21.785 -0.086 -0.098 -0.141
O 5.333 5.871 22.519 0.075 0.127 -0.169
O 11.281 4.866 21.212 -0.102 0.077 -0.218
O 6.585 12.8 23.695 -0.164 0.069 -0.348
O 11.437 13.99 21.782 0.017 0.014 0.011
O 8.696 14.418 23.575 -0.084 0.279 -0.103
O 10.233 12.407 19.551 0.133 -0.021 -0.359
O 9.415 12.104 21.967 0.004 0.056 -0.088
O 13.479 2.969 21.043 -0.029 -0.287 -0.404
O 14.591 5.754 28.103 -0.047 -0.204 0.35
O 14.98 1.109 22.153 0.011 0.108 0.01
O 15.656 -1.388 22.914 -0.061 0.046 0.047
O 10.599 7.478 20.682 -0.082 0.197 0.049
O 11.943 11.301 21.891 0.354 -0.272 -0.007
O 17.204 3.503 22.409 0.253 -0.096 0.1
O 14.276 7.57 21.551 -0.19 0.049 -0.138
O 13.874 13.756 20.926 -0.248 0.081 0.271
O 11.019 18.018 22.353 -0.435 0.234 -0.611
O 11.295 11.697 26.945 0.188 -0.027 -0.071
O 15.818 12.515 22.177 -0.048 -0.091 -0.445
O 3.015 0.415 31.095 0.099 -0.091 -0.058
O 1.489 -2.813 23.579 0.023 0.255 0.01
O 6.487 4.104 27.655 -0.024 0.016 -0.157
O 2.032 -1.55 32.483 0.179 -0.178 0.259
O 2.459 6.694 25.19 -0.083 0.127 0.022
O 0.485 5.692 23.932 0.04 -0.028 -0.254
O 2.885 10.96 27.277 -0.112 0.16 0.024
O 3.643 8.913 25.71 0.027 0.213 0.015
O -0.609 5.474 21.505 0.118 0.146 -0.105
O -0.607 13.267 24.886 0.319 0.225 -0.105
O 3.74 14.94 23.435 0.027 -0.185 -0.216
O 10.145 14.708 25.717 0.091 -0.236 -0.177
O 2.243 2.464 27.852 -0.314 -0.047 0.419
O 6.305 -0.923 23.344 0.146 0.219 -0.275
O 5.167 3.812 24.219 0.012 0.056 0.049
O 7.312 5.425 24.261 0.205 -0.084 -0.224
O 8.562 12.535 25.45 0.033 0.039 0.131
O 5.31 6.613 27.653 0.172 0.106 -0.205
O 6.874 13.106 28.794 0.115 0.115 -0.032
O 7.922 11.404 30.54 0.165 -0.091 -0.031
O 9.201 6.05 22.384 -0.173 0.185 0.051
O 4.025 8.072 23.328 -0.012 0.097 0.023
O 9.835 16.515 27.676 0.118 -0.009 0.14
O 12.873 18.965 24.201 0.025 -0.095 -0.181
O 12.437 -0.013 24.079 0.144 0.123 -0.374
O 10.511 1.75 24.953 -0.084 -0.127 0.062
O 10.69 4.211 26.067 -0.036 -0.089 -0.134
O 9.954 9.448 26.067 -0.161 -0.098 -0.188
O 9.601 6.691 26.108 -0.041 -0.037 0.107
O 7.575 8.515 26.386 -0.088 0.051 -0.101
O 13.306 14.067 25.37 -0.201 -0.065 0.009
O 12.396 9.632 25.433 -0.012 -0.23 -0.237
O 14.688 16.231 25.704 -0.087 -0.013 0.127
O 11.499 7.766 30.008 -0.04 0.055 0.144
O 16.88 17.114 26.954 0.082 0.224 -0.004
O 12.055 12.216 29.475 0.047 -0.004 0.076
O 0.618 -0.823 30.467 0.029 0.058 -0.068
O 1.556 4.25 25.93 -0.13 0.073 -0.078
O 4.711 4.919 29.529 -0.082 -0.014 -0.015
O 3.909 4.411 27.09 0.074 0.2 -0.068
O -0.568 8.037 28.383 -0.067 0.158 -0.292
O 1.08 9.226 26.712 -0.222 -0.047 -0.017
O 3.197 8.367 28.173 -0.137 -0.041 0.218
O 2.737 13.499 27.885 -0.149 0.062 -0.241
O 9.482 12.56 28.734 0.031 -0.058 0.029
O 3.329 18.778 25.486 0.035 -0.042 -0.236
O 4.759 15.028 32.515 0.006 -0.31 0.07
O 5.004 14.892 28.083 0.051 0.248 0.119
O 8.039 1.524 31.951 -0.073 0.129 0.074
O 2.739 -0.256 28.011 -0.008 -0.067 0.191
O 5.606 9.279 27.898 -0.14 -0.04 -0.168
O 9.459 3.853 23.81 -0.098 0.131 -0.206
O 6.442 10.856 25.698 -0.016 -0.124 0.04
O 9.84 6.823 31.921 -0.077 -0.275 0.008
O 12.215 16.166 26.634 0.09 -0.101 -0.021
O 10.814 12.758 24.002 0.346 -0.068 -0.248
O 7.574 18.026 28.093 -0.155 0.153 0.283
O 13.639 20.675 26.12 -0.186 -0.095 0.074
O 12.108 6.207 26.998 -0.023 0.202 -0.139
O 8.36 2.997 26.047 0.203 0.165 -0.062
O 16.599 6.374 26.52 -0.194 0.177 -0.015
O 14.844 4.137 23.666 -0.041 -0.073 -0.255
O 12.389 6.759 32.226 0.147 0.11 0.464
O 9.446 8.067 28.277 -0.159 -0.255 0.112
O 14.289 9.214 23.556 -0.004 -0.221 0.058
O 14.935 9.238 26.058 -0.189 0.06 -0.169
O 13.952 11.515 24.797 -0.18 -0.191 -0.086
O 11.291 14.211 28.024 0.297 -0.192 0.194
O 15.248 18.773 25.61 0.11 0.229 0.103
O 19.891 14.506 30.181 0.061 -0.102 0.13
O 0.081 3.728 33.084 -0.182 -0.096 0.105
O 0.306 0.665 24.202 0.282 -0.128 -0.298
O 0.782 1.634 31.607 -0.023 0.097 0.082
O 7.495 -1.01 27.558 -0.067 0.039 -0.346
O 0.664 5.623 29.068 -0.044 0.023 -0.045
O 1.806 3.963 31.13 0.058 -0.254 0.116
O 0.141 5.963 31.588 -0.024 0.219 0.116
O 2.665 6.351 30.626 -0.027 0.044 -0.111
O 0.544 11.204 34.101 0.011 0.105 -0.305
O -1.783 12.453 27.166 -0.23 0.032 0.019
O 0.871 12.905 31.261 0.155 -0.271 0.007
O 2.664 11.56 29.782 0.01 -0.015 0.196
O 11.48 1.487 32.043 0.16 0.12 0.234
O 12.554 4.298 28.717 -0.148 -0.01 -0.037
O 8.422 -0.08 29.878 0.179 -0.093 0.011
O 9.939 -0.542 31.971 -0.029 -0.218 0.309
O 6.206 13.455 26.238 0.045 -0.016 -0.234
O 4.868 5.684 31.974 -0.106 -0.161 0.236
O 7.274 6.72 31.925 0.226 0.13 -0.129
O 7.06 4.071 32.079 -0.091 0.125 0.016
O 5.909 18.445 26.072 -0.125 -0.02 -0.27
O 0.559 12.119 28.321 0.041 0.142 -0.039
O 10.05 11.126 32.181 0.17 0.175 0.006
O 10.051 9.992 29.893 0.175 0.098 0.019
O 10.651 3.308 30.249 0.111 -0.089 0.24
O 10.067 5.219 28.406 0.19 0.143 0.162
O 15.53 -1.719 32.386 -0.025 0.004 0.387
O 9.624 3.397 32.703 0.247 0.176 0.205
O 11.365 9.054 33.098 -0.122 -0.221 -0.024
O 12.123 3.997 32.285 0.335 0.428 0.208
O 14.354 5.089 32.904 -0.412 -0.042 0.022
O 13.613 13.218 31.428 0.039 -0.186 -0.109
O 12.733 10.766 31.551 -0.246 -0.348 0.341
O 11.782 9.359 27.997 0.225 -0.104 0.077
O 14.606 11.487 29.653 -0.068 -0.116 0.176
Si -0.053 0.08 5.496 0.147 -0.005 0.032
Si 2.775 2.765 5.584 0.025 -0.006 -0.021
Si -0.02 5.473 5.571 -0.067 -0.039 -0.035
Si 2.708 8.235 5.477 -0.028 0.023 -0.022
Si -0.073 10.981 5.501 0.032 -0.034 0.046
Si 2.728 13.695 5.506 -0.009 0.007 -0.036
Si 5.484 0.012 5.497 -0.053 -0.012 -0.014
Si 8.163 2.786 5.385 -0.008 -0.036 -0.091
Si 5.415 5.521 5.452 0.054 0.04 -0.021
Si 8.157 8.232 5.458 -0.037 0.015 -0.054
Si 5.433 10.993 5.48 0.033 -0.012 -0.044
Si 8.172 13.69 5.459 -0.047 -0.016 -0.053
Si 10.85 0.098 5.454 0.097 0.019 -0.066
Si 13.638 2.749 5.488 -0.023 0.016 -0.051
Si 10.877 5.498 5.426 0.018 -0.006 -0.013
Si 13.622 8.221 5.435 -0.026 -0.001 0
Si 10.875 10.992 5.471 0.073 0.014 -0.013
Si 13.571 13.728 5.487 -0.042 -0.066 -0.031
Si 1.345 1.406 6.879 -0.053 0.022 0.005
Si 4.127 4.158 6.895 0.001 -0.063 0.019
Si 1.354 6.875 6.876 -0.031 0.03 0.01
Si 4.081 9.601 6.846 0.008 -0.053 -0.028
Si 1.333 12.332 6.854 -0.037 0.017 -0.013
Si 4.102 15.061 6.862 -0.015 0.019 -0.014
Si 6.852 1.405 6.824 0.02 -0.036 -0.027
Si 9.52 4.127 6.8 -0.005 0.034 -0.015
Si 6.793 6.869 6.828 -0.025 0.011 -0.009
Si 9.525 9.598 6.826 0.001 0.004 -0.019
Si 6.817 12.334 6.847 -0.013 0.014 0.006
Si 9.524 15.085 6.822 -0.031 0.023 -0.005
Si 12.258 1.397 6.843 -0.002 -0.027 0.033
Si 14.994 4.101 6.878 0.021 0.057 0.039
Si 12.249 6.857 6.811 0.003 0.054 -0.058
Si 14.983 9.576 6.843 0.043 -0.015 -0.032
Si 12.238 12.342 6.854 0.023 0.014 0.037
Si 14.985 15.078 6.84 -0.024 0.026 -0.026
Si -0.023 2.762 8.244 -0.005 -0.033 0.025
Si 2.723 0.025 8.217 -0.014 -0.027 -0.003
Si -0.034 8.232 8.223 -0.013 -0.026 0.002
Si 2.728 5.507 8.241 0.016 0.013 0.003
Si -0.037 13.707 8.204 0.068 0.013 -0.023
Si 2.707 10.96 8.216 -0.051 -0.02 -0.006
Si 5.491 2.76 8.218 -0.019 0.035 -0.007
Si 8.182 0.032 8.218 0.006 0.014 0.009
Si 5.446 8.232 8.215 0.01 0.024 -0.008
Si 8.167 5.491 8.186 0.007 -0.022 -0.004
Si 5.462 13.694 8.225 0.002 0.004 0.005
Si 8.172 10.953 8.211 -0.009 -0.016 0.001
Si 10.889 2.771 8.195 0.027 -0.002 -0.006
Si 13.624 0.03 8.218 0.003 -0.008 -0.01
Si 10.894 8.226 8.185 0.03 -0.007 0.006
Si 13.619 5.497 8.199 0.015 -0.019 0.011
Si 10.884 13.716 8.211 0.024 -0.028 -0.003
Si 13.619 10.958 8.2 0.003 0.022 -0.008
Si 1.359 4.127 9.595 -0.023 0.014 -0.002
Si 4.104 1.394 9.57 -0.008 0.002 -0.009
Si 1.344 9.591 9.586 0.005 0.016 0.007
Si 4.098 6.868 9.602 -0.03 0 0.001
Si 1.353 15.057 9.568 -0.025 0.022 0.007
Si 4.093 12.321 9.579 0.028 0.037 -0.008
Si 6.841 4.124 9.591 -0.003 -0.015 0.007
Si 9.549 1.395 9.585 0.004 -0.037 -0.011
Si 6.817 9.583 9.586 -0.021 -0.008 0.013
Si 9.538 6.853 9.555 -0.006 0.017 -0.008
Si 6.827 15.057 9.593 -0.04 -0.003 0.006
Si 9.54 12.319 9.575 -0.017 0.037 -0.001
Si 12.261 4.128 9.567 -0.013 0.025 0.004
Si 15.01 1.384 9.587 0.023 0.025 0.004
Si 12.261 9.58 9.565 -0.013 -0.023 -0.006
Si 15 6.851 9.574 0.021 0.017 -0.001
Si 12.268 15.06 9.584 0.034 0.016 0.007
Si 15.004 12.322 9.557 -0.012 -0.023 -0.007

Results
total energy: -115447.134 eV
total energy less fixed offsets of O -438.04, Si -107.15 eV per atom: 7.606 eV
